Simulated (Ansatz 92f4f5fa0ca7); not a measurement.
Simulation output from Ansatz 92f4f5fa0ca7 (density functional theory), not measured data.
Periodic cell of 224 atoms, Si133O90H1, from a study of silicon, its oxide and their interface. The atomic structure is a simulated model.
Doubt: the cutoff is far below the 930 eV that the study's wrapper takes by default for these files, so forces and energies are approximate.
This geometry differs little from another in the collection (a relaxation step or a small displacement).

Settings
functional: PBE
potential files: Ansatz PAW
basis: plane waves
wave-function cutoff: 580 eV
density cutoff ratio: 5
exchange-correlation grid ratio: 1
k mesh: 1 x 1 x 1, Gamma-centred
self-consistency stop: 5e-08 eV per atom in the density residual
occupations: fixed
spin: none
net charge: +1 e, with a uniform compensating background and no finite-size correction

Cell vectors (angstrom)
a 10.938 0 0
b 0 10.938 0
c 0 0 32.4897

Atoms and the computed forces on them: element, x, y, z (angstrom), force x, y, z (eV/angstrom)
Si 0.2917 -0.1802 25.0402 -0.002 -0.0073 0.0397
Si 5.2046 0.4619 25.031 0.0143 0.0309 -0.0185
Si 2.9057 2.6448 25.1197 -0.0092 0.0124 0.0213
Si 7.94 2.9825 25.0067 -0.0136 0.0048 0.0202
Si -0.2009 5.7559 25.0102 -0.0195 0.0203 0.0335
Si 5.732 5.2534 25.032 0.0028 -0.0091 0.0454
Si 2.5171 8.5077 24.9769 -0.0077 0.0042 0.0166
Si 8.4821 8.0001 24.9453 0.003 0.0007 0.0655
Si 1.3853 1.3927 26.4007 0.0321 -0.0201 0.0026
Si 6.8221 1.452 26.4038 -0.0049 0.0111 0.0026
Si 4.1291 4.1725 26.3971 0.019 -0.0143 -0.0069
Si 9.5744 4.1332 26.2871 -0.0131 0.0163 0.0048
Si 1.3769 6.9127 26.3307 -0.0208 0.0213 0.0017
Si 6.8818 6.872 26.299 0.0301 -0.0206 0.0009
Si 4.1314 9.6486 26.2609 -0.0186 0.003 0.007
Si 9.589 9.6005 26.3001 0.0265 -0.0226 -0.0075
Si 2.7589 -0.0014 27.7253 -0.0194 0.0095 -0.0368
Si 8.1981 0.0085 27.6823 0.0005 -0.0039 -0.0012
Si -0.029 2.7551 27.6922 0.0004 -0.006 0.0048
Si 5.443 2.7702 27.7673 -0.0027 0.0058 -0.0185
Si 2.7133 5.5155 27.7027 0.0068 -0.0112 0.0062
Si 8.2087 5.4773 27.703 -0.0094 0.01 -0.0295
Si -0.0181 8.2289 27.7188 -0.0111 -0.0016 -0.0304
Si 5.465 8.2265 27.6488 0.0055 -0.0146 0.0005
Si 4.1018 1.3673 29.0715 -0.0366 -0.0146 0.3782
Si 9.5708 1.3673 29.0715 -0.0905 0.0301 -0.079
Si 1.3673 4.1018 29.0715 -0.0832 0.0847 -0.1446
Si 6.8362 4.1018 29.0715 0.1106 0.2242 0.2644
Si 4.1018 6.8362 29.0715 0.0658 0.2705 -0.163
Si 9.5708 6.8362 29.0715 0.0069 0.0044 0.1008
Si 1.3673 9.5708 29.0715 0.051 0.0358 0.1203
Si 6.8362 9.5708 29.0715 -0.0421 -0.0169 -0.24
Si 0 0 30.4387 0.0758 -0.0001 -0.0277
Si 5.469 0 30.4387 -0.0029 0.0125 0.0067
Si 2.7345 2.7345 30.4387 0.0454 -0.0518 -0.0118
Si 8.2035 2.7345 30.4387 -0.0119 0.0086 -0.006
Si 0 5.469 30.4387 -0.0142 0.03 0.0032
Si 5.469 5.469 30.4387 0.099 0.0152 -0.0181
Si 2.7345 8.2035 30.4387 0.0241 0.0216 -0.008
Si 8.2035 8.2035 30.4387 0.0129 -0.045 -0.0311
Si 1.3673 1.3673 31.806 -0.0493 0.0332 0.0038
Si 6.8362 1.3673 31.806 0.0099 0.0185 0.0064
Si 4.1018 4.1018 31.806 -0.0528 0.014 -0.0412
Si 9.5708 4.1018 31.806 0.0057 -0.0266 -0.0257
Si 1.3673 6.8362 31.806 0.0459 0.0336 -0.0035
Si 6.8362 6.8362 31.806 -0.0418 0.0222 -0.0079
Si 4.1018 9.5708 31.806 -0.0264 -0.0059 -0.0413
Si 9.5708 9.5708 31.806 -0.0195 0.0185 -0.0298
Si 2.7345 0 0.6835 0.0311 -0.0179 0.0182
Si 8.2035 0 0.6835 0.0354 -0.0595 0.0239
Si 0 2.7345 0.6835 -0.0278 0.0227 0.0126
Si 5.469 2.7345 0.6835 0.0118 -0.0154 0.0014
Si 2.7345 5.469 0.6835 0.0686 -0.0293 0.0321
Si 8.2035 5.469 0.6835 -0.0026 0.0488 0.0167
Si 0 8.2035 0.6835 -0.0126 -0.0499 -0.0019
Si 5.469 8.2035 0.6835 0.0012 0.0002 0.031
Si 4.1018 1.3673 2.0507 -0.0058 0.0295 0.035
Si 9.5708 1.3673 2.0507 0.0613 0.0524 0.0122
Si 1.3673 4.1018 2.0507 -0.0801 -0.054 -0.0113
Si 6.8362 4.1018 2.0507 -0.0962 -0.0973 0.0222
Si 4.1018 6.8362 2.0507 -0.1328 -0.0214 -0.0618
Si 9.5708 6.8362 2.0507 -0.01 0.0848 0.0094
Si 1.3673 9.5708 2.0507 -0.0027 -0.0127 0.0179
Si 6.8362 9.5708 2.0507 -0.0329 -0.0338 -0.0065
Si 0 0 3.418 -0.0797 0.1771 0.0812
Si 5.469 0 3.418 0.3563 0.16 -0.2745
Si 2.7345 2.7345 3.418 -0.1751 -0.0964 -0.3091
Si 8.2035 2.7345 3.418 0.0691 0.112 0.2533
Si 0 5.469 3.418 -0.1449 -0.2015 0.249
Si 5.469 5.469 3.418 -0.0632 -0.0587 0.2536
Si 2.7345 8.2035 3.418 -0.2666 -0.5183 -0.4531
Si 8.2035 8.2035 3.418 0.2494 -0.0458 -0.1032
Si 1.3639 1.407 4.8013 -0.006 -0.0391 0.0004
Si 6.8585 1.349 4.8017 0.0084 -0.0293 0.034
Si 3.979 4.1295 4.7816 -0.0217 0.0512 0.071
Si 9.5754 4.073 4.8624 -0.0305 0.0029 -0.0068
Si 1.3438 6.8309 4.795 -0.0162 -0.002 0.0411
Si 6.9284 6.7653 4.777 0.0171 -0.0467 0.0564
Si 4.1668 9.4837 4.664 0.0049 -0.0378 -0.0239
Si 9.5384 9.613 4.7848 -0.0018 -0.0311 0.1194
Si 2.682 -0.2436 5.9383 0.0511 0.1045 0.0448
Si 8.1844 0.007 6.2726 0.0223 0.0345 -0.0687
Si -0.0459 2.6795 6.2902 0.0142 0.0217 -0.0441
Si 5.4107 2.7244 6.0714 0.0488 0.0506 -0.0124
Si 2.5477 5.4105 6.2582 0.0554 -0.0311 -0.1355
Si 8.2152 5.392 6.3269 0.0421 0.0784 -0.0164
Si -0.0721 8.1701 6.1272 -0.0101 0.0241 -0.0745
Si 5.4932 8.1396 6.0082 -0.0247 -0.0307 -0.0602
Si 3.9761 1.2047 7.1053 -0.0725 -0.0381 -0.265
Si 9.9114 0.9841 7.6368 -0.0448 -0.0357 0.1188
Si 1.0489 4.1752 7.7586 -0.0501 0.017 0.2087
Si 6.4903 4.2302 7.516 -0.0648 -0.0461 0.0205
Si 4.3407 6.5428 7.2358 0.05 -0.1148 0.0108
Si 9.2326 7.2104 7.5328 0.0132 -0.1324 -0.003
Si 1.2184 9.634 7.4357 -0.016 0.0003 0.1096
Si 6.8778 9.3702 7.4553 0.0715 0.0338 0.218
O 9.6046 6.8603 24.544 0.0108 -0.0079 -0.038
O 4.009 1.5258 24.6421 -0.009 -0.018 0.0178
O 7.9706 8.205 7.8123 -0.0484 0.0916 0.0288
O 3.3255 1.2793 8.5779 -0.0643 0.1618 0.4581
O 6.8209 4.1095 24.5206 0.0035 -0.0019 -0.0207
O 1.3743 9.6173 24.4967 0.0056 -0.0008 -0.0137
O 5.3971 5.4183 7.8318 0.0025 0.0831 0.0136
O 0.1733 -0.1199 7.8353 -0.0016 0.0007 -0.0699
O 6.7804 3.3957 8.917 -0.0582 -0.0414 0.0645
O 6.252 9.917 8.8861 0.0943 0.0781 -0.0212
O 9.8676 7.2371 9.0671 0.0573 -0.0397 -0.0296
O 1.9259 9.1682 8.8555 -0.0083 0.0112 -0.0485
O 5.7238 1.1928 10.1536 0.1567 -0.0379 0.0436
O 1.9214 3.4194 8.9078 0.1292 -0.1077 0.0091
O 9.6492 1.3748 9.2063 -0.0228 -0.0497 0.0567
O 3.8777 7.4513 8.4918 -0.0029 0.0323 0.0086
O 7.9037 8.5867 23.5269 -0.0049 0.0071 -0.0175
O 8.4856 2.2155 23.6638 0.0045 -0.0044 -0.0007
O 5.0513 5.9134 23.6985 -0.0067 0.0066 -0.0127
O 2.284 3.3132 23.7579 0.0064 -0.0034 -0.0124
O 10.6198 0.6251 23.7511 -0.0059 0.0013 -0.0083
O 0.4248 5.184 23.6069 0.0135 -0.009 -0.0034
O 3.2003 7.8529 23.6328 -0.0037 -0.0008 0.0037
O 5.4835 14.1449 19.3791 -0.0116 -0.0067 -0.0134
Si 11.4553 2.3658 20.9014 0.0011 -0.003 -0.0161
Si 7.8844 9.3843 22.1024 0.0005 -0.0047 -0.0017
Si 2.4157 5.1538 13.5812 0.0061 0.0154 0.0251
Si 12.3723 7.3648 16.8871 0.0075 -0.0024 -0.0012
Si 0.0244 -4.6819 9.747 -0.0378 0.0083 -0.0208
Si 11.0093 8.8866 14.8351 0.0037 -0.0046 0
Si -1.2708 -5.0112 17.7975 0.003 -0.003 -0.0015
Si 1.6479 4.4718 22.8008 -0.002 -0.0044 -0.0069
Si 4.6457 10.964 17.0402 0.0172 0.0004 -0.0256
Si 6.9752 5.8164 16.4977 0.0161 -0.006 -0.005
Si 5.8267 2.8334 10.1474 0.0842 -0.2646 0.0571
Si 2.8445 9.2696 18.7467 -0.0012 -0.0136 -0.0009
Si 7.9282 3.7894 11.8771 0.0116 0 -0.1651
Si 9.218 1.1179 10.769 -0.0994 -0.0119 0.0085
Si 9.262 1.6244 15.9873 0.0007 0.0003 0.0032
Si 2.7709 4.6901 16.6227 -0.0011 -0.0037 0.0024
Si -3.7313 3.4749 14.7432 -0.063 0.0404 -0.0407
Si 6.4538 10.6647 10.3411 -0.0636 0.2232 -0.1129
Si 16.1185 4.533 18.4953 -0.0008 -0.0074 -0.0172
Si 5.0276 7.2466 19.9088 0.002 0.0042 -0.0041
Si -1.5271 1.1823 22.8058 0.0052 0.0001 -0.0032
Si 2.3396 2.3338 12.5773 0.1243 -0.2848 0.0856
Si 5.482 10.9285 22.0088 -0.0001 -0.005 -0.008
Si 0.2339 6.9403 12.7985 0.0005 0.0087 0.0068
Si 13.9029 2.4732 9.6756 0.0584 -0.0248 0.0105
Si 11.1167 3.2313 17.8872 0.0071 0.0002 0.0018
Si 8.1733 7.969 19.4715 -0.0005 -0.0023 -0.0028
Si -6.0935 1.3998 14.3577 -0.1592 -0.0086 -0.082
Si -2.135 -1.2354 16.8313 0.0021 -0.0043 -0.0152
Si 3.005 7.8854 12.427 0.0174 0.0112 -0.0144
Si -5.7882 1.635 19.5652 0.0103 0.0045 -0.0192
Si -0.1528 0.6903 13.4041 0.0634 0.0304 -0.042
Si 3.9126 6.6454 22.7907 0.0062 -0.0021 -0.0039
Si 2.7764 0.3875 20.8271 -0.0019 -0.0014 -0.0038
Si 13.625 7.8628 9.4818 -0.0084 -0.0038 0.0382
Si 6.3119 8.6171 15.5757 0.0132 0.0013 -0.0342
Si 5.2962 -1.3348 13.0476 0.0231 -0.002 0.014
O 6.5904 5.0215 17.8587 -0.0307 -0.0109 0.0069
O -0.3707 -4.6415 11.3731 0.042 0.0191 -0.0189
O 6.6238 4.9136 15.2081 0.0467 -0.1067 -0.0319
O 2.2146 10.0154 20.0459 0.0089 -0.0048 -0.0037
O -0.0749 4.9306 8.7538 0.0399 -0.0217 -0.0155
O 1.0596 3.8083 21.4412 0.0006 0.003 0.0087
O 1.585 6.6705 9.6193 0.0048 0.0236 0.0011
O -5.341 0.097 13.7386 -0.0827 0.0595 0.0488
O 14.2949 6.4217 13.0993 -0.0012 0.0011 -0.0033
O 8.6964 11.3246 16.8899 0.0038 -0.0096 -0.0042
O 5.3935 9.6936 16.3636 -0.0151 0.0229 0.0083
O -1.3195 1.1585 14.4504 0.009 0.0061 0.0038
O 2.4658 3.9579 12.4718 -0.0112 -0.0318 0.002
O 6.0427 8.4749 13.9633 -0.0047 0.0318 0.0342
O 2.836 4.478 14.998 0.0045 0.0128 0.0019
O 6.3732 3.3629 11.5704 0.1001 0.0702 -0.1632
O 3.6198 1.7277 13.3555 -0.1796 0.0881 -0.0705
O 15.0852 4.1536 17.2899 0.0262 0.0068 0.0338
O -2.8555 13.6868 15.9097 -0.0053 0.0077 -0.0201
O 0.8614 5.6865 13.632 0.0001 0.0006 -0.0046
O 7.839 9.1199 15.6721 -0.0153 -0.0019 0.0001
O 0.4468 2.4149 19.2749 -0.0019 -0.0012 0.0142
O 4.6 5.7485 19.4063 0.0142 -0.0107 -0.0148
O 8.12 5.2517 11.202 0.0223 -0.1432 0.0677
O 10.9917 6.5876 17.1594 -0.0029 -0.0019 0.0005
O 2.7747 5.5591 22.3674 0.0005 0.0004 -0.0005
O 9.1175 6.6797 19.1367 0.0032 -0.0021 -0.0018
O 1.3834 8.0179 12.3692 -0.0023 -0.0072 0.0037
O -5.4068 0.7437 18.2313 -0.0142 0.0059 0.0115
O 8.0036 0.0133 10.7406 0.0736 0.1613 -0.0934
O 11.3897 -0.7167 13.9753 -0.0218 0.042 -0.0266
O 4.3008 3.3634 9.9535 -0.1767 -0.0912 -0.0806
O 4.1574 8.3913 19.1446 -0.0097 -0.0003 0.0021
O 8.5755 6.0807 16.592 -0.0212 -0.0055 -0.0003
O 1.5508 3.8729 17.3026 0.0057 0.0064 -0.0058
O -0.7217 7.8163 13.8085 0.0091 -0.0027 -0.001
O 5.9147 2.5952 14.3448 0.059 0.0276 0.0236
O 2.6575 6.2956 16.8665 -0.0046 -0.0031 -0.0019
O 10.0027 4.3852 18.1899 -0.0028 0.0071 -0.0013
O 4.3064 1.1143 15.8713 0.0592 0.0146 -0.1126
O 3.4692 8.0408 10.8753 -0.013 -0.0012 0.0083
O 3.7154 -1.7758 13.1385 0.0057 -0.0025 -0.004
O 8.5701 10.8481 22.2638 0.0011 0.0003 0.0034
O -2.753 3.7586 13.4751 -0.0595 -0.0218 0.0582
O 9.9963 2.0175 21.5383 0.0042 0.0003 0.0031
O 8.6388 8.5476 20.9259 0.0035 0.0044 0.0079
O -5.0076 1.1412 20.9235 0.0007 0.0064 -0.0088
O 5.8004 -1.2187 11.4953 -0.0076 -0.004 -0.055
O 1.4112 8.1258 15.4222 0.0014 -0.0005 0.0026
O 2.3376 1.7939 11.0091 0.1021 0.1643 0.1523
O 6.6014 7.5288 19.5709 -0.0086 -0.0035 0.0032
O 1.656 -2.568 18.1316 0.0199 0.0138 0.0134
O 1.5153 12.1236 21.4421 0.0056 -0.0006 -0.0063
O 8.8912 2.6322 11.2449 -0.1411 -0.0265 0.065
O 3.2499 -0.5357 17.6464 0.0011 -0.0054 -0.0029
O 8.4391 -1.8462 18.297 0.0005 0.0017 -0.0028
O 10.2636 -1.6444 16.228 -0.0165 0.0059 0.0072
O -0.3628 2.2178 16.7337 -0.0083 -0.0027 -0.0052
O 0.9884 1.8598 13.3533 0.1911 -0.0295 -0.1779
O 6.3278 -1.3526 21.6202 0.0001 0.0035 0.005
O 15.5904 7.271 21.4957 0.0036 0.0004 -0.0048
O 5.9163 0.2287 23.5655 -0.0044 0.001 0.0131
O -4.8173 7.1904 16.3326 0.0062 0.0207 -0.0144
O 3.5468 1.4363 19.832 0.011 0.0027 -0.0036
O 3.8534 -0.1574 21.9429 -0.0003 0.0028 -0.0004
O 10.2714 0.4832 11.8517 -0.0506 0.0608 0.0156
H 8.9405 5.7528 11.4003 -0.1251 -0.0919 0.0078

Results
free energy: -135757.188 eV
free energy less fixed offsets of H -15.97, O -568.88, Si -635.61 eV per atom: -5.888 eV

The program warned: the cutoff lies below the one the program advises for these potential files; the exchange-correlation potential is rough where the density is thin.
